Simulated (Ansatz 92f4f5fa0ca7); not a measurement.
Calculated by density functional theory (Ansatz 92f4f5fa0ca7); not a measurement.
Periodic cell of 215 atoms, Si133O82, from a study of silicon, its oxide and their interface. The atomic structure is a simulated model.
Doubt: the cutoff is low for norm-conserving oxygen, so forces and energies are approximate.
Doubt: the program's own warning below bears on the result.
This geometry differs little from another in the collection (a relaxation step or a small displacement).

Settings: functional HSE06; potential files SPMS norm-conserving; basis plane waves; wave-function cutoff 800 eV; density cutoff ratio 4; exchange-correlation grid ratio 1; k mesh 1 x 1 x 1, Gamma-centred; occupations fixed; spin none; net charge 0.

Cell vectors (angstrom)
a 10.938 0 0
b 0 10.938 0
c 0 0 31.1776

Atoms: element, x, y, z (angstrom)
Si 0.4849 10.3614 23.8934
Si 4.9597 0.5298 23.4945
Si 3.0544 2.2367 23.6375
Si 7.8874 3.2065 23.6015
Si 10.4799 5.9389 24.0867
Si 6.027 4.9155 23.7356
Si 2.38 8.7215 23.8717
Si 8.7064 7.5526 23.7901
Si 1.4189 1.2703 25.0487
Si 6.8027 1.4205 24.8134
Si 4.1491 3.9855 24.9075
Si 9.5083 4.0962 25.116
Si 1.4103 6.9169 25.0959
Si 6.8721 6.7299 25.0199
Si 4.1347 9.7302 25.0189
Si 9.5843 9.4333 25.0184
Si 2.7645 0.0075 26.4751
Si 8.1809 -0.0008 26.2699
Si 0.0188 2.6987 26.3607
Si 5.4922 2.6962 26.3684
Si 2.7894 5.4282 26.3254
Si 8.1887 5.4565 26.4838
Si 0.007 8.1953 26.4776
Si 5.4813 8.2115 26.3158
Si 4.1018 1.3673 27.7593
Si 9.5708 1.3673 27.7593
Si 1.3673 4.1018 27.7593
Si 6.8362 4.1018 27.7593
Si 4.1018 6.8362 27.7593
Si 9.5708 6.8362 27.7593
Si 1.3673 9.5708 27.7593
Si 6.8362 9.5708 27.7593
Si 0 0 29.1266
Si 5.469 0 29.1266
Si 2.7345 2.7345 29.1266
Si 8.2035 2.7345 29.1266
Si 0 5.469 29.1266
Si 5.469 5.469 29.1266
Si 2.7345 8.2035 29.1266
Si 8.2035 8.2035 29.1266
Si 1.3673 1.3673 30.4938
Si 6.8362 1.3673 30.4938
Si 4.1018 4.1018 30.4938
Si 9.5708 4.1018 30.4938
Si 1.3673 6.8362 30.4938
Si 6.8362 6.8362 30.4938
Si 4.1018 9.5708 30.4938
Si 9.5708 9.5708 30.4938
Si 2.7345 0 0.6835
Si 8.2035 0 0.6835
Si 0 2.7345 0.6835
Si 5.469 2.7345 0.6835
Si 2.7345 5.469 0.6835
Si 8.2035 5.469 0.6835
Si 0 8.2035 0.6835
Si 5.469 8.2035 0.6835
Si 4.1018 1.3673 2.0507
Si 9.5708 1.3673 2.0507
Si 1.3673 4.1018 2.0507
Si 6.8362 4.1018 2.0507
Si 4.1018 6.8362 2.0507
Si 9.5708 6.8362 2.0507
Si 1.3673 9.5708 2.0507
Si 6.8362 9.5708 2.0507
Si 0 0 3.418
Si 5.469 0 3.418
Si 2.7345 2.7345 3.418
Si 8.2035 2.7345 3.418
Si 0 5.469 3.418
Si 5.469 5.469 3.418
Si 2.7345 8.2035 3.418
Si 8.2035 8.2035 3.418
Si 1.3557 1.3826 4.7391
Si 6.7958 1.3838 4.909
Si 4.1275 4.1061 4.7395
Si 9.5323 4.1121 4.8378
Si 1.3739 6.8477 4.7978
Si 6.7963 6.8737 4.7279
Si 4.1091 9.6062 4.9027
Si 9.5251 9.5926 4.6875
Si 2.6567 0.0999 6.2365
Si 8.2061 -0.1074 6.189
Si 0.0255 2.7235 6.1493
Si 5.3932 2.8565 6.3054
Si 2.8201 5.4841 6.0998
Si 8.0645 5.5087 6.127
Si -0.0558 8.2727 6.0319
Si 5.5712 8.2038 6.2507
Si 3.5138 1.962 7.4931
Si 10.0092 0.8793 7.298
Si 1.778 3.8032 7.3608
Si 6.2892 4.7506 7.5617
Si 4.4918 6.4946 7.4602
Si 9.2399 7.161 7.2801
Si 0.759 10.069 7.3233
Si 7.4695 8.9731 7.5834
O 6.8178 4.5626 9.1267
O 7.1754 9.2932 9.1808
O 10.043 6.3382 8.476
O 0.8836 9.5206 8.8577
O 3.8958 1.4907 9.0232
O 1.2346 4.6468 8.6961
O 9.5128 1.1952 8.8408
O 3.858 7.0991 8.8684
O 8.3742 7.5445 22.1576
O 8.5449 2.8626 22.1008
O 5.6015 5.4799 22.2552
O 2.1962 2.6534 22.2607
O 10.8275 10.8309 22.4463
O -0.0465 5.3929 22.6079
O 3.2281 8.4203 22.471
O 5.4059 0.1076 21.9261
Si 10.7181 5.0936 9.2528
Si 0.9113 9.1741 10.4202
Si 3.7811 7.7431 10.3468
Si 3.1426 8.1668 16.7948
Si 0.1451 8.5078 16.9328
Si 2.2537 3.4901 20.8714
Si 10.6219 8.1682 13.9803
Si 8.9354 2.3689 20.5938
Si 3.6394 1.0217 13.183
Si 4.7672 1.4822 10.3787
Si 6.8463 3.7285 10.5237
Si 10.1056 6.8079 11.5678
Si 0.4312 5.9246 21.1883
Si 8.4113 5.5207 15.7062
Si 4.8141 5.3057 20.8692
Si 4.3932 6.7548 12.9374
Si 8.2313 7.8692 17.8852
Si 4.9867 0.4997 20.3873
Si 7.4043 5.9887 12.6695
Si 10.6897 0.7336 11.9961
Si 5.7039 9.8131 17.6823
Si 1.3054 1.8811 14.4916
Si 2.9288 7.7675 21.0262
Si 0.4616 2.8024 18.775
Si 2.6315 9.1545 13.9445
Si 9.4882 2.4049 9.8996
Si 6.0292 3.4912 16.2844
Si 10.3444 10.5826 20.9413
Si 6.1963 3.1527 19.3447
Si 0.4631 4.3354 16.0799
Si 8.2351 10.14 13.0406
Si 9.0225 7.6757 20.6751
Si 6.341 9.6984 10.5186
Si 2.2866 10.4214 19.631
Si 1.0904 0.379 17.1231
Si 6.1802 0.6455 15.0264
Si 3.4931 5.3548 15.5094
O 5.8567 0.2934 10.3511
O 7.4202 10.8188 14.2833
O 8.0331 2.6357 10.5342
O 7.1072 8.9994 17.5792
O 4.0736 6.7184 20.5469
O 5.8399 4.6857 19.7748
O 0.1999 1.449 17.9308
O 3.9135 6.5204 11.4104
O 3.7792 1.3001 11.6203
O 7.9662 7.4903 19.4555
O 8.4784 6.7335 11.683
O 8.1078 6.7716 16.7017
O 3.6857 4.1776 20.9754
O 9.276 9.0266 13.6463
O 0.4996 3.9743 17.6637
O 9.9766 5.089 15.8486
O 1.2098 4.6862 20.5715
O 6.9998 4.646 11.8501
O 7.7456 2.8111 19.6033
O 10.0968 6.4903 20.4057
O 3.7083 6.7055 16.3848
O 10.7073 7.7911 15.5375
O 1.6928 1.002 15.7832
O 9.2278 0.7681 20.6001
O 0.1566 10.095 16.6842
O 0.406 1.1225 13.4053
O 5.032 8.7479 10.5914
O 5.3687 2.0537 20.1936
O 9.8237 3.7639 9.1011
O 9.1734 0.2683 12.2896
O 0.6221 10.5356 11.2436
O 6.0192 6.7876 12.9612
O 3.3749 0.3974 20.375
O 4.6243 4.2416 15.9003
O 1.4833 7.1211 21.2654
O 4.3932 8.8532 17.5744
O 1.8946 2.6144 19.548
O 7.218 9.5673 11.8939
O 8.0919 5.7772 14.1269
O 3.7724 8.1807 13.3654
O 2.7623 8.9038 19.9071
O -0.2006 5.5271 10.8112
O 1.0857 8.8587 13.5955
O 2.7477 2.2198 13.8257
O 0.4262 3.1038 15.0404
O 9.8177 8.2722 17.9111
O 10.6072 6.8168 13.1015
O 2.828 10.5995 13.3341
O 1.623 8.0025 17.4539
O 5.8422 2.98 17.7956
O 5.7363 -0.122 16.3935
O 5.4717 2.9084 10.6003
O 2.2998 -0.1657 18.0527
O 5.6154 10.5635 19.1492
O 9.704 9.1391 20.6782
O 1.9188 5.0098 15.7572
O 2.8344 9.1185 15.5341
O 10.2498 3.0124 19.8975
O -0.2838 8.1398 10.8174
O 2.3847 8.5212 10.654
O 5.0378 0.7515 13.9011
O 3.7763 5.6532 13.9385
O 7.3309 4.4304 16.195
O 10.5617 2.0463 11.0521
O 6.4274 2.1983 15.3974
O 0.7719 10.6742 20.0881

Results
free energy: -51800.368 eV
free energy less fixed offsets of O -447.96, Si -113.29 eV per atom: -0.078 eV
gap between the highest filled and lowest empty level on this k mesh: 1.421 eV

The program warned: the cutoff lies below the one the program advises for these potential files; the model core charge is not resolved on the grid; the forces do not sum to zero within the program's tolerance; the exchange-correlation potential is rough where the density is thin.
